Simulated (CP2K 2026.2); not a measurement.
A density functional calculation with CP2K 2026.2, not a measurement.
Periodic cell of 504 atoms, Si360O144, from a study of silicon, its oxide and their interface. The atomic structure is a simulated model.
Doubt: the forces sum to 1.40 eV/angstrom along one axis rather than to zero, so they err by at least 0.0028 eV/angstrom per atom on average; the grid cutoff is modest.

Settings: functional PBE; method Gaussian and plane waves; basis set DZVP-MOLOPT-SR-GTH; pseudopotentials GTH-PBE; grid cutoff 350 Ry, relative cutoff 50 Ry; k points Gamma only; occupations fixed; spin none; net charge 0.

Cell vectors (angstrom)
a 16.32 0 0
b 0 16.32 0
c 3.3331 1.6357 33.736

Atoms and the computed forces on them: element, x, y, z (angstrom), force x, y, z (eV/angstrom)
Si 1.125 15.317 0.158 -0.084 -0.211 0.72
Si 3.794 1.513 0.069 0.221 -0.052 0.769
Si 1.624 3.747 0.098 -0.068 0.188 0.823
Si 4.392 6.678 0.206 -0.312 -0.006 0.728
Si 1.177 9.832 0.071 0.018 -0.234 0.732
Si 4.256 11.872 0.217 0.099 0.185 0.716
Si 10.306 16.375 33.57 -0.143 0.226 0.797
Si 13.269 2.709 33.712 -0.258 0.137 0.781
Si 6.471 4.354 0.107 0.152 -0.169 0.799
Si 9.846 6.407 0.078 -0.189 0.164 0.773
Si 9.794 11.302 33.729 0.267 -0.021 0.685
Si 9.272 12.593 0.008 -0.021 -0.148 0.808
Si 12.17 15.165 0.086 0.072 -0.21 0.746
Si 18.523 2.785 33.686 -0.16 0.157 0.785
Si 12.163 4.278 0.122 0.13 -0.2 0.77
Si 14.592 7.205 0.052 0.09 -0.104 0.804
Si 12.235 9.226 0.199 0.07 0.198 0.705
Si 15.173 11.969 0.004 -0.099 0.161 0.815
Si 2.66 0.076 1.515 -0.005 -0.015 -0.021
Si 5.369 2.717 1.359 -0.02 -0.007 -0.055
Si 2.727 5.438 1.331 -0.03 0.029 -0.075
Si 5.505 8.18 1.542 0.03 0.031 -0.026
Si 2.711 10.807 1.556 -0.003 0.006 -0.009
Si 5.454 13.595 1.272 0.015 -0.002 -0.023
Si 8.158 16.34 1.165 0.015 -0.027 -0.057
Si 10.978 2.666 1.364 -0.029 0.007 -0.028
Si 8.172 5.381 1.359 -0.005 0.002 -0.05
Si 10.831 7.998 1.527 -0.009 -0.009 -0.025
Si 8.126 10.883 1.212 -0.005 0.001 -0.044
Si 10.885 13.642 1.347 -0.009 0.013 -0.042
Si 13.665 16.365 1.393 0.033 -0.006 -0.052
Si 16.318 2.681 1.372 -0.016 -0.03 -0.064
Si 13.631 5.522 1.415 0.027 -0.007 -0.073
Si 16.278 8.238 1.321 0.027 -0.014 -0.064
Si 13.541 10.862 1.317 0.007 -0.013 -0.04
Si 16.304 13.597 1.312 0.017 -0.013 -0.016
Si 1.312 1.402 2.855 0.001 0.031 0.038
Si 4.055 4.094 2.758 -0.001 -0.013 0.026
Si 1.32 6.802 2.651 0.004 0.027 0.002
Si 4.058 9.446 2.873 -0.009 -0.018 0.015
Si 1.358 12.295 2.755 -0.016 0.005 0.006
Si 4.091 14.945 2.678 0.013 -0.034 -0.015
Si 6.814 1.348 2.616 0.003 -0.003 -0.006
Si 9.529 3.994 2.703 0.026 0.014 0.023
Si 6.908 6.797 2.786 -0.011 -0.042 0.025
Si 9.461 9.525 2.666 -0.01 0.006 -0.007
Si 6.806 12.233 2.674 -0.01 -0.002 0.014
Si 9.505 15.022 2.665 -0.008 0.033 0.032
Si 12.317 1.38 2.771 0.009 -0.002 0.034
Si 14.99 4.103 2.702 -0.009 -0.011 0.001
Si 12.248 6.737 2.869 -0.001 0.012 0.054
Si 14.924 9.552 2.738 -0.004 -0.002 0.028
Si 12.215 12.241 2.687 0.013 -0.004 -0.02
Si 14.958 14.928 2.727 0.011 -0.008 0.022
Si 16.296 16.289 4.128 0.007 -0.001 -0.019
Si 2.712 2.757 4.151 -0.022 0.028 -0.007
Si 16.334 5.451 4.073 0.004 0.017 -0.002
Si 2.665 8.086 4.128 -0.005 -0.018 0.002
Si 16.298 10.912 4.088 -0.009 -0.01 -0.023
Si 2.742 13.626 4.094 -0.019 -0.004 0.01
Si 5.463 16.312 4.018 -0.007 0.03 -0.011
Si 8.15 2.67 4.055 0.008 0.006 0
Si 5.466 5.438 4.087 -0.016 0.001 -0.034
Si 8.192 8.19 4.131 0.024 -0.003 0.005
Si 5.445 10.895 4.096 0.033 0.036 -0.032
Si 8.169 13.612 4.035 0.007 -0.028 -0.058
Si 10.887 16.337 4.064 -0.031 -0.01 -0.013
Si 13.642 2.756 4.107 0 -0.006 -0.004
Si 10.858 5.358 4.129 -0.003 -0.001 -0.024
Si 13.603 8.175 4.131 0.021 -0.015 -0.014
Si 10.856 10.868 4.032 0.001 -0.028 -0.002
Si 13.571 13.589 4.072 0.025 0.022 -0.015
Si 17.705 14.92 16.267 0.022 0.012 -0.01
Si 4.132 1.367 16.282 -0.009 0.017 -0.009
Si 17.695 4.099 16.265 -0.024 0 -0.001
Si 4.052 6.825 16.326 -0.001 -0.006 0.006
Si 17.678 9.514 16.436 0.003 0.002 0.033
Si 4.071 12.224 16.373 0.004 -0.013 0.002
Si 6.803 14.966 16.369 0.002 0.007 0.022
Si 9.483 1.316 16.25 -0.011 -0.007 0.002
Si 6.761 4.087 16.323 -0.004 0.006 0.017
Si 9.493 6.788 16.299 0.016 -0.004 -0.012
Si 6.79 9.543 16.318 0.01 0.006 -0.004
Si 9.537 12.257 16.35 0.003 0.014 0.001
Si 12.235 14.925 16.345 -0.012 -0.018 0.028
Si 14.979 1.355 16.257 0.009 -0.003 -0.011
Si 12.249 4.097 16.207 0.009 -0.012 -0.021
Si 14.991 6.838 16.28 0.006 0.013 0.005
Si 12.228 9.529 16.326 0.006 -0.013 0.007
Si 14.967 12.188 16.329 -0.005 -0.001 0.002
Si 2.787 16.279 17.562 -0.009 -0.063 -0.02
Si 5.445 2.708 17.72 -0.038 -0.024 0.004
Si 2.737 5.407 17.669 -0.003 0.015 0.01
Si 5.386 8.227 17.668 0.017 0.008 -0.01
Si 2.728 10.901 17.812 -0.019 -0.003 -0.014
Si 5.43 13.594 17.722 0.004 0.006 0.031
Si 8.178 16.331 17.73 0.01 0.016 0.019
Si 10.848 2.734 17.478 0.034 0.038 -0.024
Si 8.073 5.493 17.671 -0.002 -0.02 0.04
Si 10.891 8.11 17.641 0.016 0.023 0.023
Si 8.143 10.913 17.674 -0.035 -0.018 0.021
Si 10.91 13.559 17.777 0.022 -0.021 0.015
Si 13.648 16.303 17.618 0.007 0.016 0.043
Si 16.294 2.776 17.592 0.032 0.042 0.029
Si 13.636 5.437 17.553 -0.035 -0.052 -0.016
Si 16.295 8.118 17.78 -0.006 -0.026 0.05
Si 13.582 10.871 17.721 0.003 0.006 0.022
Si 16.374 13.54 17.631 0.013 0.01 -0.011
Si 17.734 1.374 18.761 0.015 -0.004 -0.063
Si 4.085 4.08 19.083 -0.01 0.014 0.004
Si 17.682 6.666 19.081 -0.05 0.004 -0.052
Si 4.127 9.547 19.165 0.026 0.016 0.022
Si 17.669 12.29 19.157 0.013 0.014 0.003
Si 4.06 14.975 19.061 -0.015 -0.004 -0.023
Si 6.816 1.377 19.113 0.015 -0.01 0.006
Si 9.469 4.025 18.849 -0.002 -0.006 -0.057
Si 6.66 6.871 19.051 -0.003 -0.009 0.007
Si 9.505 9.488 18.934 -0.003 -0.001 -0.046
Si 6.808 12.262 19.104 0.011 -0.001 0.005
Si 9.562 14.976 19.096 -0.006 -0.007 0.004
Si 12.267 1.471 18.803 0.021 0.028 -0.055
Si 14.955 4.16 18.994 0.006 0.02 -0.017
Si 12.294 6.712 18.947 -0.006 -0.002 -0.042
Si 14.855 9.479 19.121 -0.027 -0.043 -0.017
Si 12.295 12.203 19.197 0.018 -0.001 0.005
Si 15.014 14.871 18.948 -0.023 -0.002 -0.02
Si 16.382 16.372 20.073 -0.004 0.015 0.041
Si 2.663 2.622 20.27 0.02 -0.023 0.047
Si 16.332 5.316 20.539 0.04 -0.011 0.045
Si 2.725 8.072 20.366 0.01 -0.064 0.023
Si 16.245 10.881 20.426 0.016 0.041 0.029
Si 2.649 13.753 20.545 -0.024 0.038 0.037
Si 5.473 16.28 20.443 -0.001 -0.026 0.051
Si 8.209 2.798 20.393 -0.026 -0.027 0.046
Si 5.384 5.477 20.504 -0.027 0.024 0.034
Si 8.055 8.275 20.324 -0.069 0.054 0.032
Si 5.454 10.965 20.592 0 0.023 0.019
Si 8.202 13.614 20.491 -0.028 -0.015 0.024
Si 11.045 16.442 20.201 -0.054 -0.012 0.02
Si 13.489 2.856 20.251 -0.059 0.022 0.074
Si 10.826 5.359 20.154 0.006 0.005 0.046
Si 13.545 7.977 20.478 0.082 0.032 0.037
Si 10.896 10.66 20.397 0.027 0.047 0.034
Si 13.746 13.634 20.52 -0.029 -0.108 0.051
Si 17.838 15.548 21.703 -0.047 -0.38 -0.68
Si 3.92 1.204 21.666 0.048 0.084 -0.681
Si 17.235 3.381 21.66 0.009 0.337 -0.765
Si 3.847 6.693 21.912 0.028 -0.132 -0.718
Si 17.48 9.28 21.555 0.06 0.091 -0.756
Si 4.252 12.626 21.847 -0.059 -0.195 -0.757
Si 6.591 14.731 21.859 0.222 0.15 -0.79
Si 9.841 1.576 21.562 -0.107 -0.007 -0.764
Si 7.217 4.533 21.692 -0.074 -0.054 -0.741
Si 9.411 6.73 21.357 -0.052 -0.01 -0.487
Si 7.174 9.889 21.856 -0.293 -0.162 -0.793
Si 9.462 11.98 21.64 -0.011 0.149 -0.687
Si 12.734 15.511 21.537 0.089 -0.095 -0.742
Si 14.915 1.368 21.274 -0.016 0.037 -0.516
Si 11.868 3.908 21.656 0.204 0.044 -0.703
Si 15.288 7.009 21.827 -0.259 -0.288 -0.73
Si 11.713 8.816 21.713 0.031 0.063 -0.774
Si 15.063 12.221 21.966 -0.05 0.122 -0.733
Si 8.418 6.637 27.377 0.06 -0.081 0
Si 6.313 9.865 28.709 0.015 0.08 0.02
Si 12.288 5.542 29.517 -0.06 0.037 0.15
Si 16.563 7.479 27.058 -0.002 0.001 -0.011
Si 5.643 2.462 26.696 -0.006 -0.031 0.086
Si 18.493 15.635 28.867 -0.033 -0.042 0.02
Si 4.534 13.838 29.728 0.112 0.04 -0.088
Si 9.781 4.638 31.102 -0.147 0.112 0.007
Si 9.275 11.098 28.406 -0.15 -0.047 0.083
Si 12.889 14.741 28.121 -0.145 -0.123 -0.029
Si 5.975 9.618 31.887 0.042 0.141 0.068
Si 11.164 6.014 26.93 -0.047 -0.032 -0.037
Si 12.463 8.956 24.705 0.017 -0.1 -0.072
Si 12.348 1.867 25.984 0.053 -0.071 0.048
Si 16.97 15.229 31.511 0.058 -0.005 0.194
Si 2.931 10.696 23.809 -0.039 0.033 -0.127
Si 14.413 11.121 24.642 0.106 0.09 -0.159
Si 13.906 3.334 30.884 -0.005 0.039 0.181
Si 16.087 14.313 23.887 -0.023 0.016 -0.127
Si 12.915 8.439 30.753 0.102 -0.055 0.134
Si 10.989 13.915 23.574 0.006 0.027 -0.107
Si 3.071 17.332 26.763 -0.048 -0.04 -0.014
Si 17.564 3.475 26.217 0.001 0.018 -0.145
Si 3.585 10.987 29.275 -0.026 -0.165 0.044
Si 8.836 1.862 31.479 -0.027 -0.099 0.098
Si 10.332 8.734 26.733 -0.039 0.017 0.005
Si 13.47 1.43 28.55 0.159 0.021 -0.076
Si 5.845 7.361 26.765 -0.018 0.044 -0.066
Si 10.996 10.717 30.969 -0.052 -0.057 0.087
Si 7.107 5.798 29.926 0.02 -0.098 -0.018
Si 4.696 7.053 31.444 0.005 -0.061 -0.049
Si 18.69 8.451 30.797 -0.066 0.127 -0.008
Si 5.332 8.659 23.907 0.018 -0.045 -0.157
Si 9.742 16.597 26.396 0.012 0.088 -0.012
Si 14.484 6.509 24.879 0.125 0.207 -0.089
Si 7.289 14.936 29.337 -0.041 -0.192 0.004
Si 17.988 5.149 28.676 -0.067 0.05 -0.033
Si 15.266 13.438 29.716 0.007 -0.003 0.008
Si 4.693 5.033 28.117 0.154 0.014 0.029
Si 9.918 13.997 28.111 0.081 0.138 0.088
Si 15.862 8.832 29.6 -0.012 -0.056 0.03
Si 8.654 15.931 23.808 -0.025 -0.026 -0.17
Si 16.772 4.285 31.502 0.11 -0.034 0.095
Si 7.914 17.622 28.432 -0.032 -0.016 0.114
Si 15.283 1.511 26.258 0.019 0.07 0.032
Si 17.337 15.451 26.218 0.075 -0.022 -0.038
Si 13.506 13.836 25.232 0.023 0.014 -0.064
Si 12.366 4.614 24.634 0.032 -0.026 -0.216
Si 2.626 4.616 23.868 -0.027 0.085 -0.096
Si 5.362 3.123 23.791 -0.12 -0.088 -0.156
Si 17.029 11.432 28.439 0.055 -0.086 0.055
Si 17.041 10.239 25.76 -0.059 -0.12 -0.044
Si 5.926 15.17 31.887 -0.007 -0.012 0.073
Si 13.624 12.229 31.793 0.044 -0.002 0.166
Si 1.375 14.965 5.463 -0.008 -0.008 0.008
Si 4.101 1.348 5.421 0.019 -0.007 -0.023
Si 1.352 4.109 5.482 0.013 0.009 0.014
Si 4.081 6.769 5.462 -0.024 -0.021 0.002
Si 1.334 9.52 5.44 -0.003 0 -0.016
Si 4.084 12.248 5.45 0.001 -0.001 0.001
Si 6.802 14.956 5.409 -0.004 0.003 -0.014
Si 9.521 1.349 5.437 0.019 0.006 -0.003
Si 6.809 4.054 5.428 0.022 0.009 -0.006
Si 9.538 6.791 5.459 0.009 0.008 0.001
Si 6.798 9.532 5.46 -0.014 -0.007 -0.001
Si 9.519 12.244 5.405 0.002 0 -0.013
Si 12.223 14.957 5.43 -0.008 0.007 -0.005
Si 14.955 1.357 5.467 0.011 0.012 -0.004
Si 12.247 4.053 5.485 -0.013 0.003 0.014
Si 14.97 6.801 5.454 -0.004 -0.02 -0.004
Si 12.214 9.532 5.442 -0.001 0.022 -0.005
Si 14.938 12.251 5.451 0.008 0.007 -0.003
Si 2.738 16.328 6.805 -0.005 -0.004 0.001
Si 5.45 2.704 6.795 -0.009 0.004 -0.003
Si 2.727 5.436 6.84 0.001 -0.009 0.003
Si 5.431 8.162 6.802 -0.009 0.012 -0.003
Si 2.715 10.875 6.791 0.006 0.006 -0.002
Si 5.446 13.611 6.795 -0.007 -0.009 -0.001
Si 8.16 16.305 6.786 0.018 0 0.004
Si 10.874 2.697 6.821 0.002 -0.001 0.001
Si 8.155 5.432 6.795 0.001 0.009 -0.002
Si 10.885 8.156 6.816 0.007 -0.025 -0.001
Si 8.168 10.894 6.796 -0.007 -0.002 -0.004
Si 10.872 13.591 6.787 0.013 0 0.003
Si 13.582 16.315 6.804 -0.006 0.016 -0.007
Si 16.318 2.72 6.819 0.004 -0.007 0
Si 13.604 5.442 6.815 -0.01 0.007 0.002
Si 16.315 8.165 6.818 0.001 -0.005 -0.004
Si 13.579 10.888 6.803 -0.009 -0.009 0.001
Si 16.32 13.6 6.804 0.01 0.002 0.002
Si 1.37 1.361 8.166 0.013 0.022 0.001
Si 4.09 4.06 8.168 -0.016 0.002 0.001
Si 1.363 6.811 8.175 0.024 0.008 0.003
Si 4.076 9.525 8.159 -0.008 -0.012 0.002
Si 1.359 12.235 8.156 -0.017 -0.007 -0.001
Si 4.086 14.959 8.163 0.002 0.015 0.006
Si 6.809 1.348 8.153 -0.006 0 -0.002
Si 9.518 4.08 8.161 0.017 0.003 -0.003
Si 6.795 6.799 8.155 -0.006 -0.019 -0.007
Si 9.515 9.522 8.16 0.015 0 0
Si 6.803 12.247 8.156 0.006 -0.002 0.007
Si 9.516 14.949 8.15 -0.005 -0.007 0.001
Si 12.233 1.344 8.177 -0.021 -0.018 0.011
Si 14.956 4.076 8.175 -0.001 -0.005 -0.005
Si 12.245 6.801 8.175 0.014 0.02 0.005
Si 14.944 9.524 8.16 -0.002 -0.008 0.001
Si 12.229 12.245 8.162 -0.002 0.001 0.001
Si 14.959 14.962 8.159 0.003 0.003 -0.002
Si 16.326 16.314 9.522 -0.003 -0.002 -0.004
Si 2.725 2.715 9.529 0.012 -0.011 0.005
Si 16.321 5.442 9.522 -0.009 -0.01 -0.001
Si 2.724 8.168 9.525 -0.014 0.003 0.007
Si 16.314 10.881 9.514 0.017 -0.001 -0.001
Si 2.723 13.593 9.517 -0.001 0 -0.003
Si 5.448 16.317 9.518 0.001 0.005 0.004
Si 8.158 2.716 9.514 0.007 -0.002 0
Si 5.442 5.438 9.516 -0.006 0.006 0
Si 8.151 8.163 9.519 -0.004 0.004 -0.001
Si 5.441 10.884 9.515 -0.008 -0.006 -0.005
Si 8.162 13.597 9.52 0.012 0.006 0.001
Si 10.874 16.3 9.521 0.011 0.011 0.001
Si 13.595 2.712 9.53 -0.002 0.006 -0.003
Si 10.876 5.439 9.525 -0.007 0.002 -0.003
Si 13.598 8.166 9.529 -0.008 -0.013 0.006
Si 10.875 10.88 9.52 0.01 0 0.002
Si 13.6 13.598 9.516 -0.006 -0.004 0.001
Si 1.363 14.946 10.884 0.007 0.002 0.008
Si 4.087 1.352 10.878 -0.011 0.002 -0.002
Si 1.366 4.086 10.878 0.001 0.003 -0.006
Si 4.086 6.805 10.875 0 -0.008 0
Si 1.358 9.526 10.873 -0.002 -0.007 -0.004
Si 4.085 12.239 10.883 0 -0.007 0.006
Si 6.805 14.957 10.878 -0.002 0.002 0.001
Si 9.518 1.352 10.868 0.009 -0.011 -0.007
Si 6.799 4.079 10.873 0 0 -0.008
Si 9.513 6.806 10.879 0.014 -0.005 0
Si 6.792 9.524 10.886 -0.005 0.003 0.009
Si 9.514 12.233 10.882 0 -0.003 -0.003
Si 12.237 14.945 10.881 -0.004 0.005 -0.005
Si 14.964 1.352 10.882 0.001 0.007 0.004
Si 12.234 4.077 10.885 0 -0.006 0.011
Si 14.959 6.801 10.878 0.009 0.019 -0.001
Si 12.239 9.53 10.883 -0.004 -0.005 -0.001
Si 14.96 12.24 10.878 -0.009 0.005 0
Si 2.738 16.3 12.235 -0.001 0.014 -0.004
Si 5.436 2.723 12.231 -0.005 -0.013 0.004
Si 2.723 5.454 12.232 0.005 0.007 0.001
Si 5.431 8.165 12.251 -0.017 -0.01 -0.003
Si 2.72 10.874 12.237 -0.023 -0.012 -0.007
Si 5.452 13.596 12.241 0.012 0.016 0.001
Si 8.166 16.316 12.232 0.017 0.02 -0.009
Si 10.871 2.706 12.233 -0.022 -0.011 -0.002
Si 8.148 5.444 12.235 -0.001 -0.001 0.005
Si 10.871 8.176 12.233 0.019 0.014 -0.003
Si 8.148 10.888 12.25 0.011 -0.004 0
Si 10.881 13.582 12.241 -0.003 -0.006 -0.001
Si 13.603 16.301 12.234 -0.016 -0.012 0.002
Si 16.332 2.718 12.23 0.009 0.004 0
Si 13.596 5.447 12.236 -0.003 -0.002 0.004
Si 16.319 8.167 12.226 0.004 -0.008 -0.002
Si 13.605 10.885 12.244 0.013 0.003 -0.002
Si 16.324 13.583 12.251 -0.004 -0.011 -0.002
Si 1.382 1.351 13.577 0.001 -0.007 -0.004
Si 4.078 4.091 13.587 -0.013 0.006 -0.007
Si 1.37 6.829 13.583 -0.03 0.016 -0.013
Si 4.066 9.524 13.617 -0.003 0.009 0.001
Si 1.361 12.21 13.611 0.033 -0.005 0.002
Si 4.1 14.947 13.606 -0.001 -0.012 0.003
Si 6.802 1.36 13.575 -0.006 -0.002 -0.011
Si 9.503 4.072 13.581 0.02 0.001 0.004
Si 6.791 6.804 13.606 0.016 -0.015 0.002
Si 9.512 9.531 13.603 0.002 -0.008 -0.004
Si 6.8 12.25 13.627 -0.014 -0.003 0.007
Si 9.513 14.939 13.589 0.004 0.009 -0.008
Si 12.227 1.33 13.581 0.03 0.003 0
Si 14.972 4.087 13.578 0.007 -0.018 0.009
Si 12.238 6.826 13.585 -0.033 0.008 0.002
Si 14.972 9.523 13.596 0.005 -0.017 -0.009
Si 12.243 12.233 13.61 -0.012 0.006 -0.001
Si 14.958 14.941 13.605 -0.007 0.02 0.005
Si 16.348 16.306 14.927 0.012 0.009 0.003
Si 2.736 2.714 14.937 -0.006 -0.016 0.009
Si 16.337 5.467 14.922 0.023 0.018 -0.005
Si 2.689 8.185 14.991 -0.004 -0.013 0.002
Si 16.339 10.838 14.993 -0.016 0 -0.004
Si 2.747 13.559 14.947 -0.031 0.005 -0.005
Si 5.48 16.312 14.949 -0.011 0.02 0.002
Si 8.128 2.727 14.946 0.015 -0.016 0.009
Si 5.414 5.454 14.964 -0.005 0.006 0.005
Si 8.149 8.175 14.959 0.005 0.013 0.004
Si 5.422 10.891 14.973 0.002 -0.014 -0.013
Si 8.166 13.613 14.993 0.016 0.001 0.001
Si 10.879 16.272 14.946 -0.021 0.001 0.003
Si 13.605 2.701 14.898 -0.024 0.001 0.008
Si 10.858 5.459 14.908 0.005 -0.008 0.002
Si 13.6 8.187 14.951 0.009 0.014 -0.007
Si 10.87 10.886 14.97 -0.01 -0.008 0.002
Si 13.606 13.577 14.981 0.012 -0.006 0.006
O 2.739 16.519 22.227 -0.058 0.092 0.413
O 13.013 3.379 32.243 -0.311 0.131 -0.238
O 17.401 3.974 27.738 -0.404 -0.225 0.365
O 11.367 5.661 25.366 -0.516 0.138 -0.038
O 5.533 8.041 25.363 0.076 -0.072 0.179
O 4.67 17.484 26.746 0.278 -0.496 -0.08
O 16.505 11.179 26.95 -0.22 0.167 0.054
O 16.335 10.355 29.408 -0.087 0.193 0.632
O 3.486 7.321 30.386 0.109 -0.123 -0.393
O 10.865 2.711 22.161 -0.059 -0.21 0.197
O 11.849 15.033 22.801 -0.013 0.351 0.296
O 7.696 10.665 28.37 -0.018 -0.035 -0.104
O 17.309 8.721 26.298 0.384 -0.044 -0.276
O 7.065 6.291 26.574 -0.109 -0.39 -0.407
O 4.142 4.13 24.129 0.227 0.369 0.481
O 14.462 11.306 32.818 -0.226 -0.294 -0.054
O 13.503 4.644 30.049 0.419 0.228 -0.256
O 16.155 12.984 22.946 0.412 -0.072 -0.044
O 6.582 14.026 32.792 -0.352 -0.303 -0.274
O 13.527 2.02 30.035 -0.347 -0.257 0.318
O 11.187 17.064 25.809 0.2 -0.257 -0.055
O 17.341 4.978 30.155 0.015 0.121 -0.148
O 4.876 10.565 28.379 -0.199 -0.043 -0.554
O 18.553 8.315 32.397 0.304 -0.439 -0.038
O 17.835 14.162 32.365 -0.148 -0.267 -0.476
O 5.437 13.662 22.34 -0.037 -0.032 0.157
O 8.021 6.715 28.95 0.309 0.411 0.234
O 8.365 5.663 22.128 0.227 0.052 0.547
O 14.482 8.79 30.449 0.146 0.114 0.357
O 10.532 7.71 22.114 -0.128 -0.03 0.667
O 13.84 1.4 25.502 -0.117 -0.134 -0.715
O 16.124 2.832 25.811 -0.154 0.348 -0.181
O 6.558 3.891 23.031 0.1 0.119 0.292
O 9.826 15.067 26.913 -0.183 -0.154 -0.475
O 14.957 6.517 23.336 0.119 -0.435 0.223
O 3.43 14.606 28.834 0.124 -0.25 -0.542
O 14.946 1.484 27.857 0.424 0.114 0.33
O 8.661 12.43 33.315 -0.173 -0.161 -0.585
O 13.439 13.693 32.45 0.255 0.356 -0.44
O 17.366 15.106 27.806 -0.371 -0.192 0.207
O 15.717 14.547 30.781 -0.497 0.257 -0.082
O 2.765 5.942 22.923 -0.231 0.371 0.21
O 7.204 16.169 28.302 -0.15 -0.17 -0.691
O 11.465 15.276 33.177 -0.094 0.064 -0.24
O 8.206 4.94 30.763 -0.076 -0.088 0.024
O 14.511 14.638 24.209 -0.233 0.38 -0.138
O 14.358 12.484 25.522 0.158 -0.154 0.552
O 16.257 5.452 32.496 0.108 0.369 -0.191
O 9.645 14.671 24.037 -0.16 -0.204 0.427
O 6.699 9.255 23.287 0.492 0.122 0.445
O 16.58 12.867 28.989 0.161 0.461 -0.034
O 14.314 6.94 33.405 0.014 0.028 -0.48
O 9.608 16.927 32.185 0.053 -0.101 -0.61
O 12.387 9.194 23.126 0.428 0.321 -0.168
O 10.31 5.396 32.424 0.666 -0.011 -0.212
O 6.904 2.327 27.698 0.092 0.51 -0.084
O 18.822 16.064 25.902 0.182 -0.361 -0.289
O 12.042 13.392 24.677 -0.12 -0.446 0.393
O 18.258 9.919 22.817 -0.161 0.195 0.303
O 7.666 2.349 32.492 -0.386 -0.336 -0.127
O 15.687 6.703 25.939 0.005 -0.353 -0.158
O 6.242 8.493 27.856 0.002 -0.115 -0.024
O 18.118 4.705 25.274 0.073 0.508 0.391
O 8.758 7.169 33.409 -0.099 -0.088 -0.532
O 6.055 4.284 33.304 0.075 -0.094 -0.467
O 13.878 16.614 22.024 0.142 0.018 0.587
O 5.445 16.461 32.693 0.144 0.25 -0.477
O 4.816 3.779 27.12 -0.435 0.068 0.042
O 4.619 14.58 31.157 -0.593 0.224 0.454
O 6.044 13.903 29.069 -0.069 -0.329 -0.255
O 18.96 17.088 28.315 -0.149 0.541 0.241
O 7.24 15.399 23.214 -0.399 0.196 0.238
O 10.802 5.077 29.949 -0.303 0.154 -0.29
O 9.921 3.052 31.353 0.305 -0.128 0.154
O 13.85 5.037 25.121 0.625 -0.315 0.434
O 8.867 8.057 26.728 -0.549 0.357 -0.376
O 12.47 2.251 27.562 -0.253 0.593 0.324
O 9.232 17.026 22.783 -0.208 -0.118 0.086
O 12.267 5.354 27.901 0.538 -0.39 -0.149
O 12.871 16.256 28.651 -0.518 0.147 0.126
O 12.671 8.538 32.356 -0.354 0.247 -0.263
O 16.193 16.552 25.912 -0.31 -0.007 -0.194
O 5.997 4.939 29.099 0.134 -0.352 -0.126
O 12.309 4.706 23.016 0.071 0.105 0.16
O 13.273 10.207 25.303 0.009 0.308 0.559
O 9.872 11.23 29.915 -0.357 0.205 0.254
O 10.948 9.009 25.269 -0.397 0.184 -0.284
O 15.499 3.343 31.16 0.069 -0.382 0.11
O 16.729 9.875 33.312 -0.118 -0.181 -0.633
O 13.329 7.635 25.061 -0.027 -0.052 0.148
O 7.334 9.242 32.657 0.175 0.17 -0.099
O 4.219 5.919 32.478 -0.384 -0.241 -0.066
O 12.566 7.029 30.071 0.042 0.038 -0.336
O 8.58 16.645 25.257 -0.44 0.267 0.189
O 9.313 17.578 27.612 0.428 0.351 0.005
O 9.621 5.574 27.222 -0.091 -0.588 0.187
O 5.322 10.977 32.469 0.189 0.339 -0.377
O 9.494 12.51 27.64 -0.055 -0.103 -0.436
O 17.883 3.403 32.309 0.211 0.068 -0.303
O 11.486 14.033 28.575 0.13 -0.036 0.087
O 16.369 16.34 32.514 0.374 0.395 -0.351
O 3.443 12.092 23.172 -0.114 0.277 0.549
O 10.225 10.463 32.386 0.007 -0.387 -0.108
O 18.703 2.331 26.15 0.249 0.077 -0.178
O 6.059 2.601 25.143 0.456 -0.395 -0.198
O 7.06 15.559 30.813 0.299 0.35 0.256
O 18.637 11.325 28.345 -0.009 0.081 -0.275
O 11.788 9.497 30.245 -0.115 -0.1 -0.683
O 11.944 3.141 25.103 -0.538 -0.075 -0.035
O 4.051 12.335 30.024 0.223 -0.029 0.675
O 18.056 3.554 23.05 0.063 -0.253 0.232
O 4.917 8.449 32.232 -0.49 0.021 0.593
O 15.833 10.33 24.679 0.136 -0.342 -0.296
O 10.217 10.055 27.615 0.352 0.168 -0.124
O 14.184 14.012 28.701 0.135 -0.109 -0.136
O 3.365 12.542 33.321 0.092 0.069 -0.573
O 14.523 12.241 30.476 -0.007 -0.396 -0.236
O 16.949 14.193 25.269 0.201 -0.456 0.367
O 4.635 6.451 27.319 -0.36 0.046 -0.034
O 17.919 15.841 30.358 0.227 0.38 0.12
O 3.334 1.661 33.266 0.025 -0.028 -0.352
O 14.331 17.833 33.34 0.019 0.077 -0.402
O 16.009 2.344 22.074 0.132 0.03 0.198
O 3.265 4.945 28.861 0.122 0.049 0.385
O 4.724 1.922 22.9 0.211 -0.071 0.354
O 17.199 8.149 30.243 -0.138 -0.285 -0.149
O 13.161 14.724 26.526 0.009 0.21 -0.051
O 15.567 8.103 28.183 -0.705 -0.23 0.004
O 8.801 14.344 29.257 0.154 -0.161 0.415
O 8.237 1.628 29.987 -0.197 -0.018 -0.202
O 18.415 10.86 25.175 0.178 0.244 0.454
O 6.172 6.716 30.872 0.304 0.137 0.037
O 8.324 10.981 22.289 -0.003 -0.024 0.614
O 17.605 6.523 27.866 0.53 0.286 -0.249
O 16.84 15.432 22.998 -0.273 0.298 0.32
O 10.479 12.624 22.751 0.425 -0.167 0.232
O 3.036 9.865 30.323 0.065 0.289 0.08
O 16.373 8.204 22.085 -0.012 0.153 0.086
O 4.247 9.82 24.057 0.141 0.403 0.487
O 12.136 11.781 31.39 -0.241 0.422 -0.201
O 11.305 7.588 27.334 0.314 0.276 0.231
O 4.84 7.524 22.883 0.22 -0.07 0.058
O 14.112 11.448 23.062 -0.625 -0.258 -0.018
O 6.3 9.678 30.316 0.295 0.063 -0.054

Results
total energy: -101652.780 eV
total energy less fixed offsets of O -438.35, Si -107.03 eV per atom: 0.420 eV
